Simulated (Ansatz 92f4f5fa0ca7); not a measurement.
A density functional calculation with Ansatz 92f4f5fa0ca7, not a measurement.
Periodic cell of 223 atoms, Si132O90P1, from a study of silicon, its oxide and their interface. The atomic structure is a simulated model.
Doubt: the cutoff is far below the 930 eV that the study's wrapper takes by default for these files, so forces and energies are approximate.
This geometry differs little from another in the collection (a relaxation step or a small displacement).

Settings: functional PBE; potential files Ansatz PAW; basis plane waves; wave-function cutoff 580 eV; density cutoff ratio 5; exchange-correlation grid ratio 1; k mesh 1 x 1 x 1, Gamma-centred; self-consistency stop 5e-08 eV per atom in the density residual; occupations fixed; spin none; net charge +1 e, with a uniform compensating background and no finite-size correction.

Cell vectors (angstrom)
a, 10.938, 0, 0
b, 0, 10.938, 0
c, 0, 0, 32.1988

Atoms and the computed forces on them: element, x, y, z (angstrom), force x, y, z (eV/angstrom)
Si, 10.5757, 0.223, 24.8522, 0.0079, 0.0333, 0.0714
Si, 5.739, 10.6856, 24.7382, -0.004, -0.0048, 0.0836
Si, 2.4777, 2.9198, 24.6198, -0.0472, 0.0139, 0.1025
Si, 8.4113, 2.4648, 24.8198, 0.0157, -0.0196, 0.0749
Si, 0.2685, 5.1773, 24.7485, 0.0293, -0.0216, 0.0922
Si, 5.1516, 5.749, 24.6751, -0.0224, 0.0255, 0.0861
Si, 2.9263, 8.007, 24.5877, 0.024, -0.0102, 0.0999
Si, 7.9372, 8.4391, 24.7168, -0.0282, 0.0138, 0.0619
Si, 1.3239, 1.3862, 26.0192, -0.0183, 0.0053, -0.0253
Si, 6.8487, 1.3041, 26.1421, -0.0039, -0.0002, -0.0539
Si, 4.0432, 4.1007, 25.9789, 0.0021, 0.0152, -0.0404
Si, 9.5987, 4.0641, 26.0737, 0.014, -0.0123, -0.0286
Si, 1.3969, 6.8278, 26.0147, 0.0072, -0.0145, -0.044
Si, 6.7647, 6.8551, 26.0131, -0.012, 0.0062, -0.0251
Si, 4.1018, 9.5323, 25.989, 0.0137, -0.0087, -0.0356
Si, 9.459, 9.5704, 26.144, 0.0061, 0.0001, -0.0425
Si, 2.7243, -0.0061, 27.3224, -0.0064, 0.0108, 0.0396
Si, 8.1698, -0.0302, 27.5709, 0.0245, 0.0114, -0.0396
Si, 0.0052, 2.7194, 27.473, 0.0082, -0.0149, -0.0792
Si, 5.4322, 2.7483, 27.3655, -0.014, 0.0034, 0.0496
Si, 2.7358, 5.4543, 27.4335, -0.0082, -0.019, -0.0268
Si, 8.1794, 5.4749, 27.3415, -0.0054, 0.0095, 0.0345
Si, -0.0152, 8.1909, 27.3733, 0.0078, 0.0086, 0.0497
Si, 5.4391, 8.1978, 27.4425, 0.0138, 0.012, -0.0475
Si, 4.0734, 1.3476, 28.743, -0.0061, -0.0136, -0.0372
Si, 9.5824, 1.3723, 28.8433, -0.0134, 0.0228, 0.0466
Si, 1.3483, 4.0996, 28.8116, -0.017, 0.0444, 0.0282
Si, 6.8236, 4.1076, 28.7365, 0.0094, -0.003, -0.0398
Si, 4.1015, 6.8135, 28.7984, -0.0061, 0.0143, 0.0366
Si, 9.5485, 6.8273, 28.7437, 0.0036, -0.0231, -0.0311
Si, 1.3803, 9.573, 28.7362, 0.014, 0.0014, -0.0384
Si, 6.7897, 9.5395, 28.8543, -0.0673, -0.0198, 0.0765
Si, 0.0203, -0.016, 30.1615, 0.0229, -0.0163, 0.0258
Si, 5.432, 0.0102, 30.1596, 0.013, -0.0011, -0.0005
Si, 2.7305, 2.7219, 30.1519, 0.0202, -0.031, 0.0178
Si, 8.183, 2.7504, 30.1375, -0.0111, -0.0035, 0.014
Si, -0.0255, 5.4759, 30.1378, 0.0078, 0.0048, 0.0022
Si, 5.477, 5.4514, 30.1505, -0.0098, -0.0111, 0.0051
Si, 2.7229, 8.2023, 30.1243, -0.0192, -0.0025, 0.0055
Si, 8.208, 8.1797, 30.1608, 0.0109, 0.0152, 0.0039
P, 1.3774, 1.3535, 31.5296, -0.0138, 0.0142, 0.0152
Si, 6.8237, 1.3792, 31.4998, 0.0057, -0.0102, -0.0047
Si, 4.1081, 4.083, 31.5367, -0.0055, 0.0149, 0.0023
Si, 9.5662, 4.0955, 31.5026, 0.0095, -0.009, -0.0004
Si, 1.3506, 6.8462, 31.4854, 0.0142, -0.0055, -0.0027
Si, 6.8477, 6.8125, 31.5426, -0.0084, 0.0045, 0.0048
Si, 4.07, 9.5731, 31.5081, 0.01, -0.0065, -0.0032
Si, 9.5832, 9.5562, 31.5398, -0.0112, 0.0057, 0.0001
Si, 2.7306, -0.0025, 0.718, 0.0029, 0.006, -0.0329
Si, 8.1894, 0.0056, 0.6616, -0.0117, -0.0038, -0.0028
Si, 0.0019, 2.7249, 0.6887, 0.0042, -0.0031, -0.0149
Si, 5.4893, 2.7303, 0.7021, 0.0018, -0.0081, -0.0164
Si, 2.7333, 5.4981, 0.6512, -0.0097, 0.0073, -0.0009
Si, 8.2215, 5.4439, 0.7231, 0.0066, -0.0112, -0.0148
Si, 0.0092, 8.1789, 0.6958, 0.0077, -0.0047, -0.0157
Si, 5.4625, 8.2112, 0.6918, -0.0057, 0.0097, -0.0061
Si, 4.1247, 1.3784, 2.069, -0.0135, 0.0088, 0.016
Si, 9.5644, 1.3317, 2.049, 0.0006, 0.0024, -0.0038
Si, 1.3938, 4.1271, 2.0197, 0.0226, -0.0113, 0.0143
Si, 6.8531, 4.0807, 2.0846, -0.0199, 0.0216, 0
Si, 4.1038, 6.8332, 2.0534, -0.0057, -0.0183, -0.0077
Si, 9.5843, 6.8272, 2.0716, -0.012, 0.0193, 0.01
Si, 1.3588, 9.5465, 2.0667, -0.0263, 0.0068, 0.0104
Si, 6.8278, 9.595, 2.0472, 0.0276, -0.0052, 0.0046
Si, -0.0126, -0.0336, 3.41, -0.0377, -0.0544, -0.0547
Si, 5.4846, 0.002, 3.4718, 0.0158, 0.0043, 0.0277
Si, 2.7707, 2.7866, 3.3814, 0.0382, 0.077, -0.0729
Si, 8.2048, 2.6981, 3.4536, -0.0096, -0.0491, 0.0232
Si, 0.021, 5.4629, 3.4348, 0.0334, -0.0046, 0.0063
Si, 5.4791, 5.4687, 3.4162, -0.0095, -0.0086, -0.031
Si, 2.7743, 8.2121, 3.4481, 0.0202, 0.0112, 0.0288
Si, 8.203, 8.2244, 3.3865, -0.0027, 0.0228, -0.0528
Si, 1.3881, 1.3923, 4.6329, 0.0063, -0.0041, 0.0808
Si, 6.8467, 1.3461, 4.908, 0.0018, 0.0067, -0.0317
Si, 4.159, 4.0912, 4.8126, -0.0231, -0.0283, 0.0308
Si, 9.5809, 4.0781, 4.7745, 0.0082, 0.0074, -0.0128
Si, 1.4165, 6.829, 4.8154, -0.0114, -0.0087, -0.0076
Si, 6.8228, 6.8888, 4.7351, 0.0068, -0.0008, 0.0268
Si, 4.1351, 9.577, 4.8607, -0.0099, -0.0087, -0.0429
Si, 9.547, 9.5457, 4.7995, 0.013, 0.0068, 0.0382
Si, 2.7458, 0.119, 6.0607, -0.0272, 0.0017, 0.045
Si, 8.2, -0.0634, 6.2716, 0.0115, -0.0091, 0.0379
Si, 0.0283, 2.6649, 6.0511, 0.0111, -0.0084, 0.0229
Si, 5.4789, 2.7247, 6.293, -0.0047, 0.0195, 0.0401
Si, 2.816, 5.482, 6.1851, 0.0044, -0.0103, 0.0238
Si, 8.1754, 5.4797, 6.0415, -0.0165, 0.0123, 0.046
Si, 0.0115, 8.18, 6.1523, -0.0011, 0.0154, 0.025
Si, 5.5291, 8.2211, 6.2401, -0.0003, -0.0096, 0.0527
Si, 3.838, 1.574, 7.617, 0.0057, 0.0379, -0.1402
Si, 9.8366, 1.1352, 7.4654, -0.0031, -0.0496, -0.0839
Si, 1.6255, 3.8012, 7.3169, 0.0497, 0.0161, -0.064
Si, 6.6573, 4.4148, 7.4884, -0.0269, -0.0192, -0.0967
Si, 4.4081, 6.6333, 7.5614, 0.0108, -0.038, -0.105
Si, 9.3667, 6.9457, 7.4152, -0.0035, 0.0366, -0.088
Si, 1.1438, 9.915, 7.2941, -0.013, -0.0213, -0.073
Si, 7.1539, 9.2303, 7.6876, 0.0323, 0.0028, -0.1857
O, 8.3131, 8.0937, 7.8989, -0.0069, -0.0043, 0.0193
O, 2.7285, 2.7508, 7.9493, -0.0298, -0.0006, 0.0068
O, 9.5054, 1.3481, 24.2683, 0.0033, -0.0063, 0.0025
O, 4.0421, 6.8632, 24.1278, 0.0036, -0.0128, -0.0081
O, 0.022, 0.0104, 7.954, 0.0042, 0.0197, 0.0036
O, 5.5299, 5.5069, 8.0302, -0.0048, 0.0114, 0.0079
O, 6.8465, 9.5761, 24.195, 0.0085, 0.0008, 0.0008
O, 1.3697, 4.0737, 24.1744, 0.0025, 0.0011, -0.0144
O, 3.8655, 7.3802, 8.9426, -0.0478, 0.0459, 0.0479
O, 0.7927, 4.3764, 8.5906, -0.0257, 0.0344, 0.0381
O, 9.8105, 6.1826, 8.8079, 0.0431, -0.0402, 0.0426
O, 2.1334, 9.3765, 8.4787, 0.0267, -0.042, 0.0493
O, 7.52, 3.9238, 8.7977, 0.0442, -0.0454, 0.056
O, 4.2673, 0.9231, 9.0709, 0.0407, -0.0238, 0.1037
O, 6.7299, 9.5584, 9.2297, -0.0204, 0.0035, 0.1393
O, 9.2089, 1.8504, 8.8019, -0.0449, 0.0436, 0.0504
O, 7.6759, 3.1391, 23.5287, -0.0471, 0.0435, -0.0503
O, 10.496, 5.8599, 23.4507, -0.0364, 0.047, -0.0469
O, 5.0931, 0.4689, 23.4238, -0.0379, 0.0478, -0.065
O, 5.8567, 5.0977, 23.3494, 0.0375, -0.0526, -0.0416
O, 3.0904, 2.2099, 23.2621, 0.055, -0.0357, -0.0509
O, 2.2864, 8.7169, 23.2318, -0.058, 0.0402, -0.0517
O, 8.6211, 7.7648, 23.3862, 0.0459, -0.0391, -0.043
O, 0.2237, 10.3237, 23.5945, 0.0255, -0.0482, -0.0602
Si, 4.3834, 1.5756, 22.4551, 0.01, -0.0091, 0.0373
Si, 3.4897, 7.9297, 14.0301, -0.0009, -0.0012, 0.01
Si, 7.1167, 0.9566, 14.6661, 0.0046, 0.0053, 0.0072
Si, 0.9392, 9.3574, 22.5099, 0.0062, -0.0095, 0.0327
Si, 1.183, 4.3086, 11.8862, -0.0077, 0.007, 0.0349
Si, 6.2663, 8.9636, 15.3168, -0.0093, -0.0026, 0.0096
Si, 0.6769, 1.3699, 12.2955, 0.0054, -0.0011, 0.0409
Si, 8.6302, 4.9478, 20.5001, -0.007, 0.0115, -0.013
Si, 0.3274, 5.7171, 9.3661, -0.0249, -0.0012, -0.0102
Si, 5.1024, 3.1204, 17.9438, -0.0047, -0.0068, -0.028
Si, 0.8865, 3.7448, 16.7418, -0.0065, 0.0013, -0.0053
Si, 10.4057, 2.8472, 19.2208, -0.0006, 0.0037, -0.0199
Si, 5.2807, 1.1845, 10.3583, -0.0117, -0.0142, -0.0076
Si, 0.8862, 0.1791, 19.8404, 0.0229, -0.017, -0.0228
Si, 6.6455, 9.4594, 10.8774, -0.0141, 0.0222, -0.0168
Si, 9.3396, 9.6748, 18.3239, 0.0065, 0.0113, -0.0247
Si, 9.3903, 9.2464, 12.574, -0.0069, 0.0017, 0.0303
Si, 6.5611, 3.8468, 22.572, 0.001, -0.0049, 0.0192
Si, 2.4414, 8.0672, 9.3818, 0.017, 0.0093, -0.0212
Si, 10.59, 7.3663, 17.0751, 0.0045, -0.0038, -0.0172
Si, 2.511, 6.2907, 16.5754, 0.0039, 0.002, -0.0182
Si, 10.1748, 4.4924, 14.1902, 0.0041, -0.0085, 0.0095
Si, 6.1409, 9.1806, 18.5118, -0.0104, 0.0102, -0.038
Si, 7.9676, 2.5684, 9.5877, 0.0077, 0.0217, -0.024
Si, 8.8792, 2.1432, 12.4575, -0.0073, 0.0104, 0.0202
Si, 5.3372, 6.2425, 18.0638, 0.0019, -0.0015, -0.0354
Si, 3.9266, 0.5506, 19.4619, -0.011, 0.0064, -0.0064
Si, 4.2784, 3.841, 12.0561, 0.0078, -0.0083, 0.0373
Si, 5.5417, 6.6006, 12.1406, 0.0031, 0.0054, 0.048
Si, 8.0133, 2.5018, 17.2168, 0.0026, -0.0018, -0.0148
Si, 4.3586, 2.4779, 14.9693, 0.0021, 0.0095, -0.0019
Si, 1.539, 1.212, 15.2555, -0.0025, 0.0038, 0.0003
Si, 1.5674, 9.4168, 12.0468, 0.0181, -0.0074, 0.0303
Si, 8.0499, 6.8524, 13.8679, -0.0041, -0.002, 0.0153
Si, 10.3808, 9.8365, 15.4876, 0.0015, 0.004, -0.0045
Si, 9.8063, 7.0186, 22.5377, -0.004, 0.0055, 0.0164
Si, 8.1075, 5.4837, 17.4025, 0.0032, -0.0046, -0.0029
O, 6.0449, 7.9607, 11.2903, -0.0058, -0.0259, -0.0147
O, 6.0187, 9.2054, 16.8951, 0.0005, 0.0011, 0.0058
O, 7.6772, 1.3631, 13.1938, -0.0074, -0.0065, -0.0048
O, 0.8946, 1.7499, 13.8637, 0.0066, -0.0025, 0.002
O, 9.4265, 6.2556, 16.879, 0.004, 0.004, 0.0068
O, 6.7577, 6.2042, 13.139, 0.0123, 0.0016, -0.0151
O, 5.1327, 4.658, 18.6099, 0.0006, 0.0043, 0.0211
O, 9.2312, 2.1571, 18.2725, -0.0115, -0.0017, 0.0101
O, 2.3692, 0.0919, 19.081, -0.0005, 0.0003, 0.0122
O, 9.4128, 10.2339, 16.7668, -0.0005, -0.0024, 0.0045
O, 2.7901, 4.4351, 11.7136, -0.0015, -0.0028, -0.03
O, 5.0675, 10.3191, 19.1046, 0.0124, -0.0133, 0.0154
O, 9.424, 3.2422, 13.4948, 0.0039, 0.0088, -0.0141
O, 0.4615, 1.7669, 19.9531, -0.0049, 0.0016, 0.0259
O, 3.1526, 1.3599, 15.0603, 0.0005, -0.0004, -0.0042
O, 8.1649, 5.3757, 19.0193, -0.0067, 0.0052, -0.009
O, 3.8931, 6.5964, 17.3871, 0.0005, -0.0005, 0.0143
O, 4.5718, 3.2769, 16.3904, 0.0011, 0.0009, 0.0033
O, 9.062, 5.6685, 14.3125, -0.0001, 0.0019, -0.0116
O, 5.4327, 2.7726, 22.1217, -0.0009, -0.0012, 0.0224
O, 10.6728, 4.1464, 15.6845, 0.0039, 0.0017, 0.0049
O, 0.3436, 3.8697, 18.2779, 0.0069, 0.0045, 0.0064
O, 10.4281, 10.5112, 19.221, -0.0165, -0.007, 0.0114
O, 9.6415, 10.0268, 14.0284, 0.0029, 0.0038, 0.0012
O, 10.9057, 8.1238, 22.0785, 0.0026, 0.0063, 0.0228
O, 1.1917, 2.1603, 16.5284, 0.0011, 0.0013, 0.0032
O, 9.7374, 3.7496, 20.4146, 0.0094, -0.013, 0.0146
O, 8.1337, 4.0302, 16.6797, -0.0021, 0.0009, -0.0004
O, -0.0426, 9.1029, 11.9069, -0.0109, 0.0025, -0.0276
O, 6.5859, 2.4139, 18.0068, 0.0016, 0.0026, 0.0153
O, 5.5817, 10.7187, 11.1966, 0.0007, -0.0124, -0.012
O, 7.7506, 9.5895, 18.8423, 0.0045, -0.0012, 0.0236
O, 10.0278, 1.0257, 12.0593, 0.0038, -0.0017, -0.0267
O, 1.3168, 6.956, 9.0463, -0.001, -0.0042, -0.0192
O, 0.6221, 4.7681, 13.3502, -0.0073, 0.003, -0.0085
O, 5.7068, 7.6203, 18.979, -0.0002, -0.0035, 0.0285
O, 5.2383, 5.084, 11.5196, 0.0013, 0.0068, -0.0298
O, 2.7121, 6.9866, 15.1143, -0.0018, -0.0035, 0.0051
O, 0.9092, 2.7473, 11.4629, -0.001, -0.0053, -0.0262
O, 0.8607, 10.6846, 15.5439, -0.0013, -0.002, 0.0001
O, 2.3976, 8.5895, 10.907, -0.0136, 0.0207, 0.017
O, 4.6964, 2.4309, 11.2725, -0.0121, 0.0329, -0.007
O, 4.2539, 3.5103, 13.682, -0.0002, -0.0112, 0.0035
O, 2.2023, 4.6816, 16.48, 0.0017, -0.0007, 0.0028
O, 10.7025, 8.2491, 15.6963, -0.0009, -0.0005, -0.0011
O, 6.9278, 10.2896, 14.6659, 0.0002, -0.0027, -0.0098
O, 2.3439, 8.9549, 13.4217, 0.0065, -0.0037, -0.0092
O, 8.034, 1.5197, 15.9069, 0.001, 0.0019, 0.0039
O, 4.1246, 6.9952, 12.8522, -0.0075, 0.0075, -0.0153
O, 4.1803, 2.0088, 18.7338, 0.0083, 0.0116, 0.0089
O, 7.2986, 4.4149, 21.262, 0.0284, 0.0122, -0.0085
O, 8.4071, 2.9256, 11.1056, 0.0187, -0.0035, 0.0247
O, 1.1788, 6.861, 17.3559, -0.0033, 0.0021, 0.0141
O, 5.6531, 1.5749, 14.7598, 0.0008, -0.0027, -0.0058
O, 8.1291, 9.7601, 11.5896, 0.0305, -0.0054, -0.0073
O, 9.204, 6.2834, 21.234, -0.0195, -0.0268, -0.0098
O, 8.9546, 7.7162, 12.8519, -0.0004, -0.0048, -0.0183
O, 1.6515, 0.1218, 11.8758, -0.0074, 0.0057, -0.0272
O, 6.6425, 6.1461, 17.0599, -0.0005, -0.0006, 0.0049
O, 7.3986, 7.8018, 15.0411, -0.0012, 0.0043, -0.0021
O, 1.2158, 10.3064, 21.2311, -0.0031, 0.0367, -0.0235
O, 10.0338, 8.198, 18.3557, 0.0001, -0.0025, 0.0139
O, 3.954, 0.8343, 21.0846, -0.0097, -0.0241, -0.026
O, 0.3479, 5.3398, 10.9284, 0.0111, -0.0218, 0.018
O, 6.6913, 1.5747, 9.6316, -0.011, -0.0052, -0.0169
O, 4.7789, 8.7039, 14.679, 0.0076, 0.0018, -0.0056

Results
free energy: -135861.176 eV
free energy less fixed offsets of O -568.88, P -755.39, Si -635.61 eV per atom: -6.066 eV

The program warned: the cutoff lies below the one the program advises for these potential files; the forces do not sum to zero within the program's tolerance; the exchange-correlation potential is rough where the density is thin.
